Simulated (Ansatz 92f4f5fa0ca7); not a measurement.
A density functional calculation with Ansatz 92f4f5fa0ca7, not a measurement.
Periodic cell of 234 atoms, Si146O88, from a study of silicon, its oxide and their interface. The atomic structure is a simulated model.
Doubt: the cutoff is far below the 930 eV that the study's wrapper takes by default for these files, so forces and energies are approximate.
This geometry differs little from another in the collection (a relaxation step or a small displacement).

Settings
functional: PBE
potential files: Ansatz PAW
basis: plane waves
wave-function cutoff: 580 eV
density cutoff ratio: 5
exchange-correlation grid ratio: 1
k mesh: 1 x 1 x 1, Gamma-centred
self-consistency stop: 5e-08 eV per atom in the density residual
occupations: fixed
spin: none
net charge: 0

Cell vectors (angstrom)
a, 11.6015, 0, 0
b, 0, 10.938, 0
c, 0, 0, 32.4764

Atoms: element, x, y, z (angstrom)
Si, -0.1257, 0.1085, 23.8926
Si, 3.7901, -0.2152, 23.9923
Si, 7.6684, 0.0317, 23.8168
Si, 2.0088, 1.3103, 23.9196
Si, 5.6376, 1.2546, 23.8798
Si, 9.5821, 1.4253, 24.1101
Si, -0.0397, 5.4572, 23.6253
Si, 3.8837, 5.487, 23.4918
Si, 7.7276, 5.2724, 23.7101
Si, 1.9016, 6.8709, 23.6045
Si, 5.9231, 6.7909, 23.6195
Si, 9.5225, 6.8027, 23.6281
Si, 1.8893, 2.8084, 25.7447
Si, 5.7198, 2.7143, 25.7506
Si, 9.614, 2.8277, 25.926
Si, -0.049, 4.1849, 25.7053
Si, 3.84, 4.1732, 25.6114
Si, 7.6546, 4.0573, 25.7392
Si, 1.9082, 8.0705, 25.6996
Si, 5.8189, 8.0873, 25.6769
Si, 9.6388, 8.1622, 25.6356
Si, 0.0092, 9.4852, 25.6757
Si, 3.8568, 9.3726, 25.8418
Si, 7.6972, 9.5322, 25.7149
Si, 0.0003, -0.03, 27.61
Si, 3.8433, -0.0196, 27.6493
Si, 7.7111, -0.0112, 27.6392
Si, 1.9168, 1.3696, 27.6414
Si, 5.7676, 1.34, 27.6644
Si, 9.6635, 1.3162, 27.7059
Si, -0.0307, 5.4871, 27.6614
Si, 3.8536, 5.4624, 27.6166
Si, 7.7054, 5.472, 27.6381
Si, 1.9105, 6.793, 27.665
Si, 5.7909, 6.8075, 27.6536
Si, 9.6396, 6.8388, 27.6189
Si, 1.9336, 2.7345, 29.5771
Si, 5.8008, 2.7345, 29.5771
Si, 9.6679, 2.7345, 29.5771
Si, 0, 4.1018, 29.5771
Si, 3.8672, 4.1018, 29.5771
Si, 7.7343, 4.1018, 29.5771
Si, 1.9336, 8.2035, 29.5771
Si, 5.8008, 8.2035, 29.5771
Si, 9.6679, 8.2035, 29.5771
Si, 0, 9.5708, 29.5771
Si, 3.8672, 9.5708, 29.5771
Si, 7.7343, 9.5708, 29.5771
Si, 0, 0, 31.5107
Si, 3.8672, 0, 31.5107
Si, 7.7343, 0, 31.5107
Si, 1.9336, 1.3673, 31.5107
Si, 5.8008, 1.3673, 31.5107
Si, 9.6679, 1.3673, 31.5107
Si, 0, 5.469, 31.5107
Si, 3.8672, 5.469, 31.5107
Si, 7.7343, 5.469, 31.5107
Si, 1.9336, 6.8362, 31.5107
Si, 5.8008, 6.8362, 31.5107
Si, 9.6679, 6.8362, 31.5107
Si, 1.9336, 2.7345, 0.9679
Si, 5.8008, 2.7345, 0.9679
Si, 9.6679, 2.7345, 0.9679
Si, 0, 4.1018, 0.9679
Si, 3.8672, 4.1018, 0.9679
Si, 7.7343, 4.1018, 0.9679
Si, 1.9336, 8.2035, 0.9679
Si, 5.8008, 8.2035, 0.9679
Si, 9.6679, 8.2035, 0.9679
Si, 0, 9.5708, 0.9679
Si, 3.8672, 9.5708, 0.9679
Si, 7.7343, 9.5708, 0.9679
Si, 0.0589, 0.0405, 2.8739
Si, 3.8741, -0.0128, 2.9493
Si, 7.7506, 0.0775, 2.8551
Si, 1.9774, 1.4175, 2.9374
Si, 5.7821, 1.3793, 2.9479
Si, 9.7143, 1.3625, 2.8769
Si, 0.0129, 5.4941, 2.8884
Si, 3.9032, 5.4821, 2.9242
Si, 7.7289, 5.4465, 2.9307
Si, 1.9606, 6.8296, 2.9103
Si, 5.8196, 6.8531, 2.9157
Si, 9.6731, 6.8159, 2.8792
Si, 1.9624, 2.8919, 4.8361
Si, 5.7594, 2.6546, 4.9781
Si, 9.7299, 2.6934, 4.8155
Si, -0.0191, 4.1719, 4.8437
Si, 3.9371, 4.1958, 4.9313
Si, 7.7473, 3.9548, 4.8179
Si, 1.9545, 8.1765, 4.8638
Si, 5.9005, 8.2982, 4.8106
Si, 9.7212, 8.3065, 4.7039
Si, 0.0684, 9.6134, 4.7872
Si, 3.8754, 9.585, 4.9443
Si, 7.8021, 9.6477, 4.7394
Si, 0.0844, 0.0498, 6.732
Si, 3.6586, 0.0237, 6.9605
Si, 7.792, -0.0121, 6.7235
Si, 1.8782, 1.5771, 6.7652
Si, 5.7914, 1.1763, 6.9624
Si, 9.7116, 1.3691, 6.8034
Si, -0.0807, 5.5375, 6.8192
Si, 4.0832, 5.757, 6.7945
Si, 7.9482, 5.3569, 6.6669
Si, 1.939, 6.796, 6.8509
Si, 6.1183, 6.9151, 6.7104
Si, 9.6505, 6.953, 6.5909
O, 6.1397, 1.9163, 8.4299
O, 1.8311, 7.7195, 8.2271
O, 6.5149, 7.7752, 8.1045
O, 11.0819, 4.6487, 8.1747
O, 7.892, 10.0548, 8.1397
O, 9.2577, 7.7813, 8
O, 3.1168, 10.0346, 8.2706
O, 9.7459, 2.3139, 8.1748
O, 8.3608, 4.5942, 8.1274
O, 4.5408, 5.0914, 8.2473
O, 0.4023, 10.0112, 8.0594
O, 1.6775, 2.5126, 8.1637
O, 1.7405, 8.0541, 22.4159
O, 2.5282, 2.2446, 22.6305
O, 5.288, 2.2004, 22.5468
O, 3.7423, 9.8278, 22.5627
O, 6.3681, 7.7802, 22.3258
O, 7.7565, 10.0815, 22.4126
O, 3.9063, 4.445, 22.1731
O, 9.0799, 7.7429, 22.2946
O, 0.0863, 4.2464, 22.4671
O, 7.7322, 4.4045, 22.2761
O, -0.6388, 10.4865, 22.3706
O, 9.6818, 2.4272, 22.7834
Si, 1.7162, 9.2716, 8.7165
Si, 2.3488, 8.3322, 13.4234
Si, -1.28, 0.6977, 18.4695
Si, 9.7297, 3.8642, 8.7038
Si, 2.5122, 9.2733, 21.6299
Si, 6.54, 9.158, 16.0054
Si, 11.6979, 11.1459, 21.0562
Si, -2.6206, 8.8033, 11.4697
Si, 14.0146, 2.7327, 9.6046
Si, 3.8926, 2.8096, 21.9298
Si, 3.7356, -1.5521, 18.9234
Si, 10.0956, 4.8609, 16.8088
Si, 7.9098, 8.4957, 8.6114
Si, -0.9579, 11.4991, 15.5059
Si, 4.4053, 1.4914, 19.1041
Si, 0.3581, 9.0029, 11.5112
Si, 10.7818, 3.0688, 21.7665
Si, 6.822, 8.6033, 18.8111
Si, -2.8065, 11.6722, 12.9282
Si, 0.3333, 13.7141, 16.974
Si, 5.7825, 12.4449, 12.702
Si, 3.5837, 8.6215, 16.0683
Si, 7.731, 8.5659, 21.8008
Si, 10.0144, 14.3182, 11.8767
Si, 3.9996, 3.9837, 13.7668
Si, 8.5618, 4.6938, 14.3058
Si, 3.5118, 2.7434, 16.4265
Si, 7.707, 3.4313, 16.7212
Si, -3.7488, 5.8297, 18.3128
Si, 1.0249, 10.8993, 13.488
Si, 7.3566, 1.7221, 18.9594
Si, 5.3302, 2.1832, 9.817
Si, 7.4296, 7.4301, 13.6109
Si, 4.3522, 4.887, 9.8405
Si, 4.6738, 11.1343, 14.9757
Si, 12.9588, 2.8259, 12.4085
Si, 8.2578, 4.132, 20.7529
Si, 4.7147, 6.6926, 12.3263
O, 0.281, 10.6021, 14.9172
O, 9.2624, 3.5002, 17.2355
O, 9.871, 5.1203, 15.2067
O, 13.1287, 2.2529, 10.8773
O, 9.6807, 12.7338, 12.0574
O, 5.4479, 3.7505, 10.2675
O, 4.2715, 2.5717, 17.8664
O, 3.5352, 10.1599, 15.5705
O, 6.108, -0.2612, 15.5988
O, 7.1018, 2.0928, 17.3707
O, -3.5749, 5.4819, 19.8896
O, 9.7699, 14.787, 10.3332
O, 3.8511, 2.3615, 20.3689
O, 7.9728, 8.4869, 10.2316
O, 7.5414, 5.9403, 14.2233
O, 13.2141, 10.5732, 21.2087
O, 1.3551, 12.476, 13.403
O, 3.0734, 8.6255, 17.6207
O, 11.6374, 4.4051, 17.0894
O, 7.0191, 4.7482, 17.4011
O, 5.9565, 0.9681, 19.3379
O, 8.7137, 7.7332, 12.6657
O, 4.6291, 6.1862, 10.7669
O, 14.4217, 4.2891, 9.9612
O, 3.0301, 8.6917, 20.212
O, 7.4691, 8.5082, 14.8403
O, 9.0055, 4.2469, 12.8191
O, 0.0733, 10.4513, 12.2363
O, 1.9311, 2.6082, 16.7768
O, 5.3075, 9.059, 19.1034
O, 9.3739, 6.0676, 17.6677
O, 7.3268, 9.364, 17.44
O, 4.8854, 0.3021, 13.3579
O, 3.539, 7.7855, 12.491
O, -0.5841, 10.7058, 19.636
O, 6.0907, 7.486, 12.6813
O, 4.5237, 5.4665, 13.3691
O, 7.3212, 1.3672, 13.1934
O, 11.6977, 1.8551, 21.1695
O, -1.3887, -0.0102, 16.9861
O, 8.7012, 10.2972, 12.0619
O, 4.1428, 1.6128, 15.4766
O, 6.8422, 7.07, 18.3094
O, -0.4292, 13.0484, 15.676
O, 2.5717, 3.7539, 12.9768
O, 11.5479, 14.5881, 12.3968
O, 3.7638, 12.7507, 9.5206
O, 7.4038, 2.9532, 20.0277
O, 2.3537, 9.9716, 13.3479
O, 8.7976, 0.955, 19.0394
O, 5.1202, 2.9276, 13.1864
O, -1.0909, 8.5391, 10.9454
O, 0.9274, 7.946, 12.6686
O, 1.4675, 9.2004, 10.3249
O, -0.2423, 12.9114, 18.2886
O, 7.7185, 8.7581, 20.169
O, 2.6159, 7.8247, 14.9881
O, 3.5579, 0.0931, 18.8502
O, 7.7168, 3.5102, 15.0955
O, 3.7824, 4.0274, 15.4164
O, 5.834, 1.304, 11.0792
O, 5.1789, 8.1984, 16.058
O, -2.1709, 0.5065, 14.423
O, 9.8587, 3.7892, 20.6327

Results
free energy: -142855.912 eV
free energy less fixed offsets of O -568.88, Si -635.61 eV per atom: 4.588 eV

Forces (eV/angstrom), in the order of the atoms: element, x, y, z
Si, 0.1511, 0.0574, 0.0046
Si, 0.1033, 0.0893, -0.0455
Si, 0.0313, 0.042, -0.0045
Si, -0.2021, -0.0405, -0.0351
Si, 0.0341, -0.0527, 0.0247
Si, -0.1219, -0.0797, -0.0155
Si, 0.0029, 0.1088, 0.0304
Si, 0.0274, 0.0999, 0.031
Si, -0.0222, 0.1289, 0.0616
Si, -0.0116, -0.068, 0.0287
Si, -0.0461, -0.1273, 0.0283
Si, 0.0625, -0.1154, 0.0175
Si, 0.0416, -0.1049, -0.0197
Si, -0.0222, -0.0873, -0.0432
Si, 0.0749, -0.0815, -0.0052
Si, -0.0568, 0.0696, -0.0581
Si, -0.0014, 0.081, -0.0409
Si, -0.0368, 0.0846, -0.0389
Si, 0.0221, -0.0767, -0.0712
Si, 0.0094, -0.0783, -0.0563
Si, 0.0321, -0.0763, -0.0277
Si, -0.0501, 0.0966, -0.0442
Si, 0.0104, 0.0564, 0.0239
Si, 0.0083, 0.0888, -0.0314
Si, 0.0143, -0.0671, 0.0167
Si, -0.0159, -0.0618, 0.0158
Si, 0.0062, -0.0722, 0.0054
Si, -0.0027, 0.0646, -0.0278
Si, 0.0086, 0.0645, 0.0099
Si, -0.0121, 0.0861, 0.0075
Si, -0.0007, -0.0501, 0.0242
Si, 0.0132, -0.0657, 0.0041
Si, 0.0345, -0.0291, 0.0158
Si, 0.0014, 0.0561, 0.0511
Si, -0.042, 0.0554, 0.0267
Si, -0.0184, 0.0493, -0.0026
Si, -0.0093, -0.0541, 0.0546
Si, -0.0449, -0.0377, 0.0916
Si, 0.0291, -0.1235, 0.3251
Si, -0.0891, -0.0728, -0.0324
Si, 0.0073, -0.0737, -0.194
Si, 0.026, -0.0722, -0.1379
Si, 0.0089, 0.0003, -0.026
Si, -0.013, 0.0287, -0.0962
Si, -0.0626, 0.0022, -0.1819
Si, 0.0518, -0.0257, -0.1099
Si, -0.0643, -0.0391, 0.1616
Si, -0.0363, -0.0173, 0.032
Si, -0.0191, 0.0451, -0.0212
Si, 0.0063, 0.0617, 0.0263
Si, 0.0037, 0.0149, -0.0107
Si, 0.0038, -0.0484, 0.0386
Si, 0.0093, -0.0739, 0.045
Si, -0.0139, 0.0457, 0.0315
Si, 0.0268, 0.039, 0.0168
Si, -0.0088, 0.1114, 0.0164
Si, -0.0039, 0.0598, 0.012
Si, -0.0004, -0.0586, -0.0138
Si, -0.0177, -0.0466, -0.0265
Si, 0.018, -0.0225, -0.0534
Si, 0.0814, 0.0637, 0.0642
Si, -0.0931, -0.0032, 0.245
Si, 0.0904, 0.0824, -0.0503
Si, 0.0087, -0.0011, 0.0153
Si, 0.0533, 0.0493, 0.1132
Si, -0.0218, -0.0004, 0.1022
Si, 0.0494, -0.0262, 0.0542
Si, 0.0533, 0.0115, 0.0508
Si, -0.075, 0.0051, -0.0299
Si, 0.142, 0.0131, -0.0086
Si, -0.0489, 0.0524, 0.2284
Si, -0.0255, 0.1022, -0.0405
Si, 0.0094, -0.0503, -0.0132
Si, -0.0254, -0.057, 0.0081
Si, -0.0407, -0.0629, -0.0337
Si, 0.0292, 0.0343, 0.0067
Si, 0.0154, 0.0686, -0.0046
Si, 0.021, 0.0554, 0.019
Si, -0.0011, -0.0626, 0.0244
Si, -0.0081, -0.071, -0.0019
Si, 0.0263, -0.0585, 0.0367
Si, -0.0054, 0.0844, -0.0039
Si, 0.012, 0.06, 0.0027
Si, -0.029, 0.0532, -0.0185
Si, -0.0352, -0.0355, 0.0148
Si, 0.0165, -0.0309, 0.0396
Si, 0.0049, -0.0737, 0.0341
Si, 0.026, 0.0776, 0.0313
Si, 0.0441, 0.0492, 0.0104
Si, -0.0485, 0.0531, 0.0149
Si, 0.0205, -0.0756, 0.0183
Si, -0.1191, -0.1009, 0.0013
Si, 0.0189, -0.0682, 0.025
Si, -0.0075, 0.0696, 0.0339
Si, 0.0323, 0.0962, 0.0421
Si, 0.0445, 0.0613, 0.0173
Si, -0.0307, 0.0505, -0.0331
Si, 0.0954, 0.0474, -0.0353
Si, 0.0274, 0.0615, 0.0625
Si, 0.0048, -0.0535, -0.05
Si, -0.0939, -0.0352, -0.0742
Si, -0.0304, -0.0616, -0.028
Si, -0.0446, 0.0143, -0.0586
Si, -0.1026, 0.0092, -0.0526
Si, -0.0755, 0.0428, -0.0192
Si, 0.0297, -0.0317, 0.0067
Si, 0.1682, -0.0593, 0.0029
Si, 0.0622, -0.0599, -0.0032
O, -0.0138, 0.01, 0.0591
O, -0.0079, 0.0345, -0.0104
O, 0.0041, 0.0413, -0.0098
O, 0.0026, -0.0309, -0.0055
O, 0.0007, -0.0352, -0.063
O, -0.0495, 0.0283, 0.0008
O, -0.0649, -0.067, 0.0389
O, 0.0033, 0.045, 0.0102
O, 0.0285, -0.0246, 0.0032
O, 0.0079, 0.0031, 0.0012
O, 0.0284, -0.05, 0.0101
O, 0.0182, 0.0505, 0.0453
O, 0.0112, 0.0913, -0.0262
O, 0.0603, -0.0154, 0.0458
O, -0.0452, 0.0061, 0.0052
O, -0.0525, -0.0112, -0.0003
O, 0.0471, 0.0718, -0.0479
O, -0.0059, -0.0246, -0.0085
O, -0.0018, -0.1068, -0.053
O, -0.0458, 0.065, -0.0413
O, -0.0316, -0.1153, -0.0543
O, 0.0221, -0.0661, -0.103
O, -0.0111, 0.0017, -0.0157
O, 0.0536, 0.0206, -0.0108
Si, 0.02, 0.0215, -0.0288
Si, -0.0161, -0.0222, -0.0043
Si, -0.0154, -0.0004, -0.0557
Si, -0.0081, 0.0041, -0.0075
Si, -0.0138, -0.0531, 0.0439
Si, 0.0179, -0.0004, -0.0189
Si, 0.006, -0.0326, 0.0091
Si, 0.016, 0.0113, 0.0442
Si, -0.0175, -0.04, 0.0128
Si, 0.0075, 0.09, -0.0001
Si, 0.0418, -0.0004, -0.0367
Si, -0.0258, 0.018, -0.0266
Si, -0.0096, 0.0226, 0.0121
Si, -0.0106, -0.0158, -0.023
Si, -0.0067, -0.0197, -0.0345
Si, -0.0303, -0.0006, 0.0258
Si, -0.0019, 0.0962, -0.0045
Si, -0.0197, 0.0041, -0.0267
Si, 0.0134, -0.0098, 0.0051
Si, -0.0097, -0.0059, -0.0367
Si, 0.0361, -0.0154, -0.0155
Si, -0.0038, -0.0085, -0.0095
Si, -0.0027, -0.0369, 0.0378
Si, 0.0111, -0.0055, 0.0278
Si, -0.009, -0.0011, -0.0119
Si, 0.0073, -0.002, -0.0272
Si, -0.0046, -0.0123, -0.0061
Si, -0.0107, -0.0099, -0.02
Si, -0.0264, 0.0153, 0.0053
Si, -0.0326, 0.0117, 0.0029
Si, -0.006, 0.0067, -0.0417
Si, -0.0065, -0.027, -0.0056
Si, 0.0076, 0.0138, -0.0001
Si, 0.0048, 0.0096, 0.0153
Si, 0.012, 0.0118, -0.0097
Si, -0.0305, 0.0153, 0.0278
Si, 0.0316, 0.0305, 0.0349
Si, 0.003, -0.0001, 0.0198
O, 0.0048, 0.0037, 0.0002
O, 0.0179, 0.0127, 0.0059
O, 0.0031, 0.0048, 0.0087
O, 0.0132, 0.0042, -0.0343
O, -0.0073, -0.0007, -0.0211
O, -0.0171, -0.0098, -0.0373
O, -0.0044, 0.0026, -0.0081
O, 0.0063, 0.0109, -0.004
O, -0.0293, -0.007, 0.0126
O, 0.0046, 0.0143, -0.0053
O, 0.0013, -0.0267, -0.014
O, 0.0053, -0.0017, -0.0036
O, 0.0032, -0.0217, -0.0229
O, -0.0021, 0.0018, -0.0149
O, -0.0067, -0.0048, 0.0086
O, -0.0325, 0.0196, -0.0104
O, 0.0096, -0.0049, -0.015
O, -0.0035, -0.0089, -0.0143
O, -0.0118, 0.0034, 0.011
O, 0.0098, -0.0056, 0.0083
O, 0.0113, 0.0081, 0.0175
O, -0.0098, -0.0034, -0.0128
O, 0.0034, -0.0027, -0.024
O, 0.0248, 0.0186, -0.0482
O, 0.0028, 0.0042, -0.0091
O, -0.008, 0.0015, -0.0007
O, -0.0089, 0.0104, 0.0034
O, 0.0119, 0.0053, -0.0157
O, 0.0129, 0.0089, 0.0095
O, -0.0059, -0.0053, 0.0118
O, 0.0171, -0.0184, -0.0006
O, -0.0065, -0.0041, -0.0033
O, -0.0017, 0.0066, 0.0026
O, -0.0051, 0.001, -0.0157
O, 0.021, 0.0021, 0.0304
O, 0.0018, -0.0018, -0.0174
O, -0.0053, -0.0135, -0.0104
O, -0.0328, 0.0059, -0.015
O, 0.0101, -0.021, -0.0043
O, 0.0006, 0.0072, 0.0146
O, -0.0062, -0.0078, -0.0255
O, -0.0039, -0.0158, -0.0149
O, 0.0112, -0.0171, 0.0031
O, 0.0039, 0.0168, 0.001
O, 0.0162, 0.0012, -0.0047
O, 0.0134, -0.0079, -0.014
O, 0.0426, 0.0367, 0.0016
O, -0.0029, -0.0132, 0.0101
O, 0.0179, 0.0021, -0.0083
O, 0.0142, 0.0034, 0.0146
O, -0.0052, 0.0052, -0.0097
O, -0.0019, 0.002, -0.0284
O, 0.0237, 0.0003, 0.0029
O, -0.0126, -0.0076, 0.0147
O, -0.0096, -0.0049, 0.0236
O, 0.0002, 0.0198, -0.0303
O, 0.0008, 0.0023, 0.0034
O, -0.0006, 0.0188, 0.0165
O, -0.0028, 0.0107, -0.0016
O, 0.0039, -0.0073, 0.0136
O, -0.019, 0.0127, -0.0081
O, -0.01, -0.0017, -0.0005
O, 0.0105, 0.0016, 0.0114
O, -0.0172, -0.0099, 0.0515

The program warned: the cutoff lies below the one the program advises for these potential files; the exchange-correlation potential is rough where the density is thin.
